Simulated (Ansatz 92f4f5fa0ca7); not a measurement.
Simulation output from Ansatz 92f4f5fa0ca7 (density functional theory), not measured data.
Periodic cell of 223 atoms, Si132O90As1, from a study of silicon, its oxide and their interface. The atomic structure is a simulated model.
Doubt: the cutoff is far below the 930 eV that the study's wrapper takes by default for these files, so forces and energies are approximate.
This geometry differs little from another in the collection (a relaxation step or a small displacement).

Settings
functional: PBE
potential files: Ansatz PAW
basis: plane waves
wave-function cutoff: 580 eV
density cutoff ratio: 5
exchange-correlation grid ratio: 1
k mesh: 1 x 1 x 1, Gamma-centred
self-consistency stop: 5e-08 eV per atom in the density residual
occupations: fixed
spin: none
net charge: +1 e, with a uniform compensating background and no finite-size correction

Cell vectors (angstrom)
a 10.938 0 0
b 0 10.938 0
c 0 0 32.1988

Atoms and the computed forces on them: element, x, y, z (angstrom), force x, y, z (eV/angstrom)
Si 10.5816 0.2216 24.8567 -0.0054 0.0102 0.0203
Si 5.7347 10.6814 24.7321 0.0097 -0.0119 0.0247
Si 2.4767 2.9168 24.6281 -0.0081 0.0112 0.0265
Si 8.4223 2.4642 24.8127 0.011 -0.011 0.0238
Si 0.2716 5.169 24.7426 0.0126 -0.0064 0.0254
Si 5.1504 5.7486 24.6788 -0.0084 0.0094 0.027
Si 2.9309 8.0095 24.5842 0.0095 -0.0099 0.0259
Si 7.9396 8.4392 24.7225 -0.0095 0.0082 0.0245
Si 1.3259 1.3832 26.0231 0.0011 -0.0063 -0.008
Si 6.844 1.3101 26.1124 -0.0043 0.0041 -0.0078
Si 4.0401 4.1064 25.9803 0.0028 -0.0017 -0.0052
Si 9.6064 4.0586 26.0734 -0.004 0.0036 -0.0078
Si 1.3961 6.8285 25.9896 -0.0041 -0.0004 -0.0053
Si 6.7658 6.8538 26.013 0.0007 -0.0019 -0.0069
Si 4.1005 9.534 25.9882 -0.0001 0.0032 -0.0065
Si 9.4583 9.5723 26.1477 0.0075 -0.0035 -0.0093
Si 2.7256 -0.0059 27.3302 -0.0007 0.0005 0.0108
Si 8.1538 -0.0163 27.5549 0.0017 0.0007 -0.01
Si 0.008 2.7157 27.4757 0.0002 -0.0024 -0.006
Si 5.4383 2.7455 27.3534 -0.001 0.0016 0.0106
Si 2.7249 5.4677 27.42 -0.0016 -0.0006 0.0002
Si 8.1831 5.4716 27.3384 -0.0018 0.0031 0.01
Si -0.0071 8.1822 27.3621 -0.0011 0.0029 0.0101
Si 5.4386 8.1993 27.4373 0.0029 -0.0005 -0.0029
Si 4.0769 1.3665 28.7312 -0.0028 -0.003 -0.0101
Si 9.5758 1.3574 28.837 0.0042 0.0005 0.0192
Si 1.3646 4.1053 28.802 -0.0025 0.0088 0.0112
Si 6.827 4.1049 28.7291 0.0003 0.0011 -0.0106
Si 4.0977 6.8178 28.7947 0.0004 0.0006 0.0057
Si 9.553 6.8229 28.7359 0.0006 -0.0054 -0.0071
Si 1.3666 9.5667 28.7245 0.0029 -0.0006 -0.01
Si 6.7813 9.5454 28.8513 -0.0202 -0.0031 0.0224
Si 0.0219 -0.0233 30.1505 -0.008 0.0016 -0.0012
Si 5.4207 0.0148 30.154 0.0101 -0.011 -0.002
Si 2.7376 2.7274 30.1433 0.0004 0.0021 -0.0027
Si 8.1893 2.7534 30.134 0.0026 -0.0047 0.0008
Si -0.0244 5.4673 30.1312 0.003 -0.0037 -0.0006
Si 5.4814 5.4559 30.1434 -0.0028 0.0033 -0.0028
Si 2.724 8.2108 30.1197 -0.0008 -0.0032 0.0018
Si 8.2035 8.177 30.1493 0.0021 0.0061 -0.0017
Si 1.3767 1.3559 31.52 -0.0019 -0.0009 0.0006
Si 6.819 1.3839 31.4862 -0.0016 -0.001 0.0054
Si 4.1132 4.0901 31.5105 -0.0001 -0.0007 0.0034
Si 9.5613 4.1027 31.5155 -0.0003 0.0047 -0.0022
Si 1.3569 6.8403 31.4703 -0.0019 0.0009 0.0074
Si 6.8475 6.8171 31.527 -0.0025 -0.0026 0.0011
Si 4.0761 9.5694 31.5209 -0.0006 0.0036 -0.003
Si 9.5785 9.5528 31.5057 0.0025 0.0005 0.0038
Si 2.7373 0.0029 0.711 0.0022 -0.0093 0.003
Si 8.1953 0.0097 0.6372 -0.0014 -0.0032 0.0001
Si 0.0031 2.7326 0.6804 -0.0065 0.0012 0.0039
Si 5.4809 2.7317 0.6909 0.0054 -0.0031 0.0036
Si 2.7344 5.4912 0.6416 -0.005 0.0055 0.0073
Si 8.2079 5.4542 0.7092 0.0127 -0.0048 0.0056
Si 0.0125 8.1837 0.6686 0 -0.0026 -0.0018
Si 5.4709 8.2025 0.679 -0.0014 0.0079 0.009
Si 4.1294 1.364 2.0659 -0.0021 0.0077 0.0026
Si 9.5385 1.3637 2.0321 0.005 -0.0084 -0.0015
Si 1.3798 4.1308 2.0154 0.008 0.0051 0.0059
Si 6.8476 4.0832 2.0748 -0.0115 -0.0019 0.001
Si 4.1057 6.8294 2.0435 -0.0109 -0.0069 0.0003
Si 9.6075 6.8222 2.0524 -0.0075 0.0154 0.0074
Si 1.3919 9.5164 2.0476 -0.0154 0.0077 -0.0051
Si 6.8251 9.6191 2.0298 0.0174 -0.0061 0.0028
Si 0.03 0.0015 3.3278 0.0023 0.0103 0.0439
Si 5.4875 0.011 3.4756 -0.0032 -0.0018 0.0189
Si 2.7745 2.7914 3.3613 0.0124 0.0105 -0.0096
Si 8.1941 2.7024 3.4586 -0.0053 0 0.0105
Si 0.0319 5.465 3.4379 -0.0011 -0.004 0.0036
Si 5.4753 5.4663 3.4098 0.0031 -0.0129 0.0028
Si 2.7819 8.2025 3.4537 0.0172 -0.0034 0.0147
Si 8.1703 8.1913 3.3364 0.0035 -0.0052 0.0062
Si 1.3983 1.3963 4.6404 -0.0305 -0.0193 0.0005
Si 6.8324 1.3632 4.9007 0.0012 -0.005 0.0115
Si 4.1536 4.086 4.8149 -0.0017 0.0129 -0.0257
Si 9.5796 4.0847 4.7714 -0.0069 0.0067 0.0142
Si 1.4316 6.8169 4.8092 -0.0152 0.0081 0.0111
Si 6.8186 6.884 4.7494 0.0065 0.0036 -0.0206
Si 4.1398 9.577 4.8573 -0.0115 0.0078 -0.001
As 9.5581 9.5545 4.7949 0.0074 -0.0073 0.0589
Si 2.758 0.1232 6.0681 -0.0083 -0.0186 -0.0011
Si 8.1605 -0.0148 6.3214 0.046 0.0071 -0.0531
Si 0.029 2.6719 6.0471 0.011 -0.0083 0.0077
Si 5.4694 2.7313 6.3102 0.0193 -0.0245 0.0017
Si 2.8173 5.474 6.197 -0.0006 0.0022 0.0125
Si 8.1695 5.4765 6.0551 0.0229 -0.0106 0
Si 0.0647 8.1477 6.2089 -0.0364 0.0159 -0.0558
Si 5.5216 8.2164 6.247 0.0214 0.0221 0.021
Si 3.8335 1.5834 7.6292 -0.0085 0.0039 -0.0541
Si 9.8493 1.1585 7.4791 -0.0194 0.0041 -0.2228
Si 1.6243 3.7999 7.3224 -0.0126 0.0093 -0.0786
Si 6.6496 4.4132 7.5012 0.0064 0.0018 -0.0258
Si 4.4045 6.6266 7.5663 -0.0226 0.0019 -0.0344
Si 9.3549 6.9382 7.4304 0.027 -0.0014 -0.1054
Si 1.1659 9.9327 7.3139 -0.0333 0.0143 -0.2106
Si 7.1385 9.2234 7.6966 -0.025 -0.0495 -0.1328
O 8.3495 8.139 7.8749 -0.0375 0.0243 0.0362
O 2.7084 2.7435 7.9755 0.0169 -0.0138 0.0136
O 9.518 1.348 24.2623 -0.0002 0.0002 0.0025
O 4.0467 6.8643 24.1217 0.0022 -0.0008 0.0003
O 0.0141 0.0098 7.9311 0.0072 0.0114 0.163
O 5.5251 5.5061 8.0513 0.0184 -0.0001 -0.0053
O 6.8484 9.5728 24.1959 -0.0003 0.0007 0.0002
O 1.3682 4.063 24.1628 0.0001 -0.0032 0.0011
O 3.8569 7.3916 8.9382 -0.0024 0.0048 0.047
O 0.7583 4.3843 8.5706 -0.0246 0.0144 0.0744
O 9.7987 6.1988 8.8323 0.0238 -0.0287 0.0577
O 2.1185 9.3897 8.5153 0.0789 -0.049 0.0972
O 7.5241 3.9241 8.8064 0.009 -0.0217 0.0385
O 4.2673 0.9222 9.0795 0.0247 -0.0115 0.0656
O 6.7261 9.5382 9.2404 -0.0089 0.0208 0.12
O 9.2071 1.8534 8.8124 -0.0462 0.0476 0.1059
O 7.7026 3.1494 23.5144 -0.0214 0.0167 -0.025
O 10.4909 5.8447 23.4413 -0.0187 0.0221 -0.0266
O 5.0853 0.4381 23.4021 -0.0182 0.0244 -0.0289
O 5.8583 5.0874 23.3563 0.0207 -0.025 -0.0288
O 3.1011 2.2059 23.2721 0.0225 -0.0193 -0.0293
O 2.2962 8.7229 23.2231 -0.0229 0.0171 -0.0248
O 8.6266 7.762 23.3919 0.0233 -0.0197 -0.0283
O 0.2229 10.3158 23.5969 0.0181 -0.0261 -0.0328
Si 4.3853 1.5687 22.4595 0.0002 0.0043 0.0384
Si 3.489 7.9254 14.0414 0.0007 -0.0012 -0.0051
Si 7.1155 0.9535 14.6743 0.0026 0.0039 -0.0004
Si 0.9415 9.3537 22.5137 0.001 -0.007 0.0381
Si 1.1893 4.3025 11.8904 -0.0028 0.0135 -0.0101
Si 6.2671 8.9614 15.3265 -0.0036 -0.0026 0.0048
Si 0.681 1.3656 12.2977 0.0017 0.003 0.0067
Si 8.6245 4.9511 20.5053 -0.0089 0.0107 0.0184
Si 0.322 5.7197 9.369 -0.0058 0.0302 -0.0728
Si 5.1016 3.1224 17.9491 -0.0025 -0.0042 -0.0046
Si 0.8888 3.7455 16.7525 -0.0076 -0.001 0.0046
Si 10.4028 2.8486 19.2307 -0.0001 0.0034 0.0043
Si 5.2821 1.1838 10.3657 0.0003 -0.0152 -0.0466
Si 0.8832 0.1789 19.8454 0.0118 -0.0113 0.0158
Si 6.6445 9.4541 10.8926 -0.0123 0.0145 -0.0516
Si 9.336 9.6761 18.33 0.0038 0.0064 -0.0012
Si 9.388 9.244 12.5845 -0.0145 0.0001 -0.0052
Si 6.5671 3.8431 22.5756 -0.0051 0.0037 0.031
Si 2.4338 8.0639 9.3932 -0.0032 -0.0235 -0.0609
Si 10.5863 7.366 17.0798 0.0014 -0.0014 -0.0009
Si 2.5099 6.2899 16.5867 0.0018 0.0003 -0.007
Si 10.1795 4.491 14.1972 0.0029 -0.0053 -0.0022
Si 6.137 9.1828 18.52 -0.0054 0.0058 -0.01
Si 7.9646 2.5707 9.6028 0.0088 0.0058 -0.0651
Si 8.8833 2.1382 12.4701 -0.009 0.0099 -0.0161
Si 5.3364 6.2439 18.0706 0.0018 0.0001 -0.0074
Si 3.9198 0.5532 19.4639 -0.0061 0.0052 0.0226
Si 4.2827 3.8405 12.0643 0.0072 -0.0096 -0.0064
Si 5.5397 6.5974 12.1561 0.0034 0.0115 -0.0005
Si 8.0124 2.5053 17.2234 0.0033 -0.0029 0.0004
Si 4.3601 2.4771 14.9757 0.0024 0.0084 -0.0054
Si 1.5401 1.2119 15.2615 -0.0036 0.0044 -0.0006
Si 1.5632 9.4098 12.0595 0.0206 -0.0137 -0.0117
Si 8.0501 6.8507 13.8782 -0.0038 -0.0031 0.0009
Si 10.3795 9.8362 15.4957 -0.0001 0.0058 -0.0029
Si 9.8072 7.0148 22.5413 -0.0019 0.0034 0.0306
Si 8.105 5.4834 17.4051 0.0021 -0.0029 0.0118
O 6.0427 7.9571 11.3013 -0.0068 -0.0252 0.0075
O 6.0156 9.2057 16.9013 0.0002 0.001 0.0034
O 7.682 1.3556 13.201 -0.0072 -0.0069 0.0061
O 0.903 1.7472 13.863 0.0072 -0.0021 0.0109
O 9.4217 6.2579 16.8764 0.002 0.0027 -0.0009
O 6.7551 6.2018 13.153 0.0162 -0.0016 0.0036
O 5.1282 4.6597 18.6141 0.0005 0.0034 0.0049
O 9.2309 2.1603 18.2755 -0.0069 -0.0009 -0.0012
O 2.3634 0.0942 19.0786 0.002 -0.0004 -0.0032
O 9.4089 10.2333 16.7699 -0.0012 -0.0011 0.0001
O 2.7951 4.4292 11.7093 -0.0027 -0.0028 -0.008
O 5.0628 10.3202 19.1077 0.0068 -0.008 0.0012
O 9.4311 3.2377 13.5031 0.0061 0.0088 -0.0013
O 0.457 1.7668 19.9601 -0.0027 0.0029 0.0033
O 3.1538 1.3598 15.0671 -0.0007 -0.0017 -0.0042
O 8.165 5.3741 19.0187 -0.0042 0.0036 -0.018
O 3.8913 6.6012 17.3951 0.0021 0.0002 0.0048
O 4.5794 3.2791 16.3908 0.0013 0.0029 0.0039
O 9.0662 5.6664 14.3099 0.0011 0.001 -0.0081
O 5.446 2.7578 22.1325 -0.0015 -0.0024 -0.0016
O 10.6803 4.1525 15.6898 0.0049 -0.0003 0.0055
O 0.3437 3.8695 18.2854 0.0038 0.0027 -0.0005
O 10.4236 10.5141 19.2219 -0.0103 -0.0047 -0.0017
O 9.6404 10.0267 14.0336 0.005 0.0036 0.0117
O 10.9111 8.1167 22.0824 0.0016 0.0029 -0.0001
O 1.189 2.1611 16.5305 0.0006 0.0028 -0.001
O 9.7327 3.7521 20.4197 0.0077 -0.0099 -0.0012
O 8.1335 4.0311 16.677 -0.0013 0.001 -0.0038
O -0.0464 9.0978 11.9132 -0.0065 0.0048 -0.0064
O 6.5863 2.4195 18.0143 0.0002 0.0013 0.0033
O 5.5828 10.7164 11.1994 -0.0024 -0.0063 0.0092
O 7.7472 9.5915 18.8468 0.0021 -0.0007 0.0061
O 10.0312 1.0242 12.059 0.0039 0.0018 -0.0068
O 1.3101 6.9574 9.0168 -0.0041 -0.0011 0.0249
O 0.624 4.765 13.3491 -0.0104 0.0019 0.0064
O 5.7069 7.6209 18.985 -0.0007 -0.0036 0.0083
O 5.2416 5.0838 11.5254 -0.0012 0.0077 -0.0077
O 2.7095 6.9834 15.1222 -0.0034 -0.0047 0.0075
O 0.912 2.743 11.4605 -0.0003 -0.0063 -0.005
O 0.8589 10.6855 15.5452 -0.0005 -0.0021 -0.0019
O 2.3843 8.5646 10.9219 -0.0175 0.0179 0.0531
O 4.7054 2.4332 11.2757 -0.0138 0.0286 0.0132
O 4.2516 3.5097 13.6863 -0.0002 -0.012 0.0188
O 2.2068 4.6796 16.4914 0.0012 0.0017 -0.0016
O 10.7035 8.2493 15.6998 -0.0004 -0.0026 -0.0018
O 6.926 10.2864 14.6697 -0.0019 -0.003 -0.0058
O 2.3456 8.9544 13.4306 0.0054 -0.0034 0.0031
O 8.0286 1.5192 15.9141 0.0014 0.004 0.0033
O 4.119 6.9907 12.8586 -0.011 0.0083 0.0014
O 4.1762 2.0083 18.7269 0.0046 0.0085 -0.0036
O 7.2881 4.4185 21.256 0.0196 0.0099 -0.0202
O 8.4057 2.9229 11.1181 0.0134 -0.0009 0.0465
O 1.1744 6.8584 17.3613 -0.0022 0.0013 0.0037
O 5.6513 1.5727 14.7513 -0.0001 -0.002 -0.0046
O 8.1301 9.7593 11.5926 0.0324 -0.0035 0.0124
O 9.197 6.2889 21.2323 -0.0102 -0.0191 -0.0184
O 8.9463 7.7145 12.8533 -0.001 -0.0061 -0.0025
O 1.6506 0.1137 11.872 -0.0084 0.0035 -0.0095
O 6.6388 6.145 17.0623 -0.0029 0.0002 -0.0012
O 7.4029 7.802 15.0499 -0.0029 0.0064 0.0002
O 1.2108 10.3052 21.2313 -0.0007 0.0224 -0.03
O 10.0294 8.1984 18.3584 0.0002 -0.0023 0.0019
O 3.944 0.845 21.0804 -0.0071 -0.0154 -0.0351
O 0.3655 5.341 10.9268 0.0131 -0.0177 0.0455
O 6.6925 1.5698 9.6294 -0.0084 -0.0011 0.0092
O 4.7825 8.6971 14.682 0.006 0.0023 -0.0022

Results
free energy: -139961.489 eV
free energy less fixed offsets of As -4856.12, O -568.88, Si -635.61 eV per atom: -5.649 eV

The program warned: the cutoff lies below the one the program advises for these potential files; the exchange-correlation potential is rough where the density is thin.
